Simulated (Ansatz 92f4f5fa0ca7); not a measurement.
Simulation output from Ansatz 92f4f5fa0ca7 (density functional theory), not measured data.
Periodic cell of 223 atoms, Si132O90As1, from a study of silicon, its oxide and their interface. The atomic structure is a simulated model.
Doubt: the cutoff is far below the 930 eV that the study's wrapper takes by default for these files, so forces and energies are approximate.
This geometry differs little from another in the collection (a relaxation step or a small displacement).

Settings
functional: PBE
potential files: Ansatz PAW
basis: plane waves
wave-function cutoff: 580 eV
density cutoff ratio: 5
exchange-correlation grid ratio: 1
k mesh: 1 x 1 x 1, Gamma-centred
self-consistency stop: 5e-08 eV per atom in the density residual
occupations: fixed
spin: none
net charge: +1 e, with a uniform compensating background and no finite-size correction

Cell vectors (angstrom)
a	10.938	0	0
b	0	10.938	0
c	0	0	32.1988

Atoms: element, x, y, z (angstrom)
Si	10.5807	0.2221	24.8571
Si	5.7323	10.6798	24.7336
Si	2.4743	2.916	24.6292
Si	8.4199	2.4641	24.817
Si	0.2698	5.1683	24.7456
Si	5.1483	5.7478	24.6808
Si	2.9283	8.008	24.588
Si	7.9359	8.4373	24.7224
Si	1.3248	1.3824	26.0261
Si	6.8426	1.307	26.1158
Si	4.0392	4.1038	25.9812
Si	9.6047	4.0582	26.078
Si	1.3943	6.8266	25.9945
Si	6.7639	6.8525	26.0161
Si	4.0989	9.5326	25.9918
Si	9.458	9.5689	26.1442
Si	2.7238	-0.0075	27.3333
Si	8.1557	-0.0216	27.5549
Si	0.0074	2.7146	27.4803
Si	5.4363	2.7428	27.3552
Si	2.7252	5.4647	27.4219
Si	8.1813	5.471	27.3427
Si	-0.0108	8.1809	27.3643
Si	5.4377	8.1977	27.4416
Si	4.0776	1.3629	28.7346
Si	9.5759	1.3522	28.8378
Si	1.3658	4.1039	28.8049
Si	6.8258	4.1011	28.731
Si	4.0958	6.8152	28.7968
Si	9.5513	6.8222	28.7414
Si	1.363	9.5652	28.7263
Si	6.7843	9.5424	28.8536
Si	0.0209	-0.0265	30.1558
Si	5.4237	0.0106	30.156
Si	2.7372	2.7233	30.1458
Si	8.1884	2.7467	30.1333
Si	-0.0233	5.466	30.134
Si	5.4807	5.4529	30.1449
Si	2.7204	8.2087	30.1192
Si	8.2041	8.1763	30.1578
Si	1.3796	1.351	31.5249
Si	6.823	1.3775	31.4916
Si	4.1149	4.0849	31.5119
Si	9.5632	4.0947	31.5105
Si	1.3521	6.8445	31.4756
Si	6.8458	6.8117	31.5314
Si	4.0748	9.5651	31.5166
Si	9.5795	9.5522	31.516
Si	2.7417	-0.0076	0.7118
Si	8.1969	0.008	0.6504
Si	-0.0014	2.7259	0.6807
Si	5.4817	2.724	0.6931
Si	2.7319	5.4879	0.6369
Si	8.2165	5.4456	0.7037
Si	0.0152	8.1874	0.6831
Si	5.4693	8.2061	0.6771
Si	4.1325	1.3549	2.0677
Si	9.5607	1.3486	2.0447
Si	1.3811	4.1255	2.0086
Si	6.8577	4.0734	2.0681
Si	4.1033	6.8256	2.0359
Si	9.5879	6.828	2.0493
Si	1.3844	9.5382	2.06
Si	6.8292	9.6024	2.0335
Si	0.0058	-0.0286	3.3857
Si	5.4981	0.0063	3.4781
Si	2.7737	2.7842	3.3566
Si	8.1949	2.6871	3.4579
Si	0.0268	5.4704	3.419
Si	5.4755	5.451	3.3936
Si	2.7888	8.214	3.4449
Si	8.2073	8.2245	3.3611
Si	1.389	1.403	4.6323
Si	6.853	1.3423	4.9201
Si	4.1673	4.0707	4.7974
Si	9.6059	4.069	4.7624
Si	1.4522	6.7923	4.7909
Si	6.7901	6.9192	4.705
Si	4.1502	9.5724	4.8649
Si	9.5295	9.57	4.7776
Si	2.7633	0.132	6.048
Si	8.2051	-0.0591	6.2901
Si	0.0332	2.6652	6.0747
Si	5.4741	2.7114	6.2976
Si	2.8367	5.458	6.1743
Si	8.067	5.4093	5.9718
Si	0.1143	8.2658	6.0715
Si	5.5286	8.2062	6.2719
Si	3.8481	1.5641	7.6234
Si	9.8376	1.1385	7.4868
Si	1.6528	3.7966	7.3193
Si	6.6118	4.3866	7.5306
Si	4.3873	6.611	7.5751
As	9.4084	6.9135	7.2687
Si	1.1832	9.9684	7.3297
Si	7.1773	9.2214	7.6948
O	8.4197	8.1463	7.9977
O	2.732	2.7324	7.9588
O	9.5161	1.3491	24.2652
O	4.0439	6.8632	24.1237
O	0.0329	0.0219	7.983
O	5.5055	5.4892	8.0707
O	6.8443	9.5705	24.1954
O	1.3648	4.0613	24.1639
O	3.7942	7.3254	8.9549
O	0.8791	4.4212	8.6079
O	9.7602	6.0746	8.7932
O	2.1678	9.4034	8.4972
O	7.5269	3.9244	8.8101
O	4.2752	0.911	9.0778
O	6.7389	9.5318	9.2354
O	9.2134	1.8568	8.8223
O	7.7013	3.1507	23.5182
O	10.4905	5.8466	23.4444
O	5.0824	0.4377	23.4037
O	5.8561	5.0896	23.3562
O	3.0981	2.2069	23.2714
O	2.2926	8.7218	23.227
O	8.6194	7.7591	23.39
O	0.2242	10.3267	23.5912
Si	4.384	1.5698	22.4623
Si	3.4882	7.9294	14.0422
Si	7.1125	0.9586	14.6754
Si	0.9405	9.3552	22.5156
Si	1.1791	4.3107	11.889
Si	6.2654	8.9662	15.3277
Si	0.6767	1.3756	12.3009
Si	8.624	4.9511	20.5091
Si	0.329	5.728	9.3708
Si	5.1007	3.1264	17.9489
Si	0.8885	3.7511	16.7565
Si	10.4027	2.8498	19.2332
Si	5.2815	1.1808	10.3679
Si	0.8847	0.1804	19.8474
Si	6.6482	9.4497	10.8887
Si	9.3355	9.6805	18.3333
Si	9.3855	9.2455	12.5888
Si	6.566	3.844	22.5793
Si	2.4076	8.0762	9.3961
Si	10.5873	7.3709	17.083
Si	2.511	6.2952	16.5882
Si	10.1758	4.4969	14.2014
Si	6.1368	9.1871	18.5217
Si	7.9696	2.5675	9.6091
Si	8.8804	2.1441	12.4748
Si	5.3381	6.2483	18.0711
Si	3.9196	0.5574	19.465
Si	4.2724	3.8399	12.0622
Si	5.5361	6.5974	12.1544
Si	8.013	2.509	17.2244
Si	4.3555	2.4804	14.9765
Si	1.5375	1.2187	15.2629
Si	1.5608	9.4204	12.0657
Si	8.0462	6.8535	13.879
Si	10.3758	9.8407	15.4983
Si	9.8051	7.0154	22.5444
Si	8.1072	5.4864	17.4085
O	6.0416	7.9531	11.2941
O	6.0156	9.2091	16.9025
O	7.6771	1.3614	13.201
O	0.9055	1.7617	13.864
O	9.4243	6.2611	16.8802
O	6.7514	6.2046	13.1527
O	5.128	4.664	18.6128
O	9.2315	2.1621	18.2756
O	2.3638	0.0978	19.0779
O	9.407	10.238	16.7729
O	2.7852	4.4355	11.7059
O	5.0629	10.3247	19.1075
O	9.4281	3.2417	13.5097
O	0.4588	1.7688	19.9607
O	3.1518	1.3604	15.0712
O	8.1654	5.3742	19.0216
O	3.8941	6.6069	17.3931
O	4.5771	3.2836	16.3904
O	9.0603	5.6695	14.3147
O	5.4456	2.7582	22.1346
O	10.682	4.1595	15.6917
O	0.3422	3.8734	18.2887
O	10.4236	10.5185	19.2235
O	9.6336	10.0283	14.0375
O	10.9065	8.1203	22.0858
O	1.1874	2.1666	16.5327
O	9.7312	3.7511	20.4221
O	8.1361	4.0348	16.6784
O	-0.0473	9.1044	11.9202
O	6.5856	2.4237	18.0127
O	5.5843	10.7106	11.1955
O	7.7466	9.5959	18.8485
O	10.0278	1.029	12.0667
O	1.1943	7.0545	9.0366
O	0.6174	4.7748	13.348
O	5.7075	7.6249	18.9856
O	5.2352	5.0821	11.5276
O	2.7086	6.9864	15.1217
O	0.899	2.7525	11.4589
O	0.8534	10.6932	15.5414
O	2.3817	8.5823	10.9226
O	4.6938	2.4299	11.2746
O	4.239	3.5099	13.6843
O	2.2067	4.6849	16.4956
O	10.7032	8.2547	15.7028
O	6.9229	10.2917	14.671
O	2.3454	8.9607	13.4332
O	8.0275	1.524	15.9136
O	4.1167	6.9962	12.8569
O	4.1758	2.0122	18.7266
O	7.2874	4.4184	21.2586
O	8.4067	2.9319	11.123
O	1.1765	6.8656	17.3629
O	5.6482	1.5781	14.7508
O	8.129	9.7588	11.5955
O	9.1994	6.2887	21.2332
O	8.9468	7.7142	12.8544
O	1.6476	0.124	11.8774
O	6.6418	6.1493	17.0642
O	7.4005	7.8068	15.0488
O	1.214	10.3008	21.2287
O	10.029	8.2029	18.3608
O	3.9441	0.8483	21.0808
O	0.3463	5.3541	10.9299
O	6.6931	1.5745	9.6401
O	4.7812	8.7008	14.6828

Results
free energy: -139958.738 eV
free energy less fixed offsets of As -4856.12, O -568.88, Si -635.61 eV per atom: -2.898 eV

Forces (eV/angstrom), in the order of the atoms: element, x, y, z
Si	-0.0083	0.0151	0.024
Si	0.0105	-0.0124	0.031
Si	-0.011	0.0123	0.0304
Si	0.0136	-0.0128	0.0282
Si	0.0132	-0.0084	0.0316
Si	-0.0094	0.0118	0.03
Si	0.0113	-0.0099	0.0312
Si	-0.0123	0.0096	0.0267
Si	-0.0016	-0.0032	-0.0097
Si	-0.0012	0.0028	-0.0147
Si	0.0015	0.0013	-0.011
Si	0.0012	-0.0005	-0.0111
Si	-0.0011	-0.0037	-0.0122
Si	-0.0025	-0.0001	-0.0093
Si	0.0025	0.0003	-0.0099
Si	0.0052	0.0005	-0.0124
Si	0.0015	0.0002	0.014
Si	0.0025	0.0034	-0.0204
Si	-0.0019	-0.0012	-0.0174
Si	0.0014	-0.0001	0.0135
Si	-0.0019	-0.0003	-0.0063
Si	-0.0008	0.0033	0.0132
Si	0.0013	0.0003	0.0125
Si	0.0042	0.0008	-0.0112
Si	-0.0033	-0.0003	-0.0131
Si	0.0061	-0.0003	0.0258
Si	0.0015	0.0107	0.0167
Si	-0.0022	0.0013	-0.0134
Si	0.0009	-0.0021	0.0105
Si	0.0023	-0.0051	-0.0111
Si	0.0042	-0.0012	-0.0133
Si	-0.0208	-0.0051	0.0292
Si	-0.0055	0.0044	-0.0033
Si	0.0085	-0.0093	-0.0039
Si	0.0011	-0.0009	-0.0021
Si	0.0036	-0.0014	0.0007
Si	-0.0019	-0.0006	-0.003
Si	0.0002	0.0048	-0.0016
Si	-0.0015	-0.0025	0.0008
Si	-0.0015	-0.0007	-0.0046
Si	-0.0012	0.0028	0.0005
Si	-0.0005	-0.0044	-0.0014
Si	-0.0049	0	0.0007
Si	0.0063	0.0024	-0.0012
Si	0.0028	-0.0049	-0.0007
Si	0.0021	0.005	-0.0006
Si	0.0048	0.0016	-0.0014
Si	0	0.0032	0.0004
Si	-0.0041	-0.0042	-0.0043
Si	-0.004	-0.0012	0.0099
Si	-0.0066	-0.0014	0.0037
Si	0.0066	0.0003	-0.0019
Si	-0.0059	0.0129	0.0071
Si	0.0005	-0.0007	-0.006
Si	-0.0006	-0.0087	-0.0025
Si	0.0022	-0.0073	0.0043
Si	-0.0111	0.002	0.0041
Si	0.0137	0.0064	0.0048
Si	0.0024	-0.0079	0.0119
Si	-0.0014	0.0058	0.0046
Si	-0.0025	0.0095	0.0022
Si	-0.0061	0.0037	0.0149
Si	-0.0043	0.0199	0.0027
Si	0.0085	-0.0131	0.0059
Si	-0.0413	-0.0238	-0.0092
Si	0.0229	0.0057	0.0264
Si	0.0159	0.0304	-0.0132
Si	-0.0047	-0.0097	0.0123
Si	0.017	0.001	-0.0124
Si	-0.0002	0.014	-0.0143
Si	0.0112	-0.0446	0.0144
Si	0.0051	0.036	-0.0168
Si	0.0035	0.0045	0.0209
Si	0.0029	0.0114	-0.0187
Si	-0.0166	-0.0032	0.0097
Si	-0.0203	0.004	-0.005
Si	-0.0277	0.0568	0.034
Si	0.011	-0.0303	-0.0039
Si	0.0086	-0.005	-0.0147
Si	0.0302	-0.0223	0.0276
Si	-0.0249	-0.0089	0.0263
Si	0.0202	-0.023	0.0278
Si	0.0042	-0.0004	0.0252
Si	0.0056	-0.0086	-0.0033
Si	-0.008	-0.0079	-0.0036
Si	0.0045	0.0079	0.0054
Si	-0.0065	-0.0099	-0.07
Si	0.018	0.0084	0.0567
Si	-0.0133	0.0124	-0.0816
Si	0.0275	-0.0259	-0.1052
Si	-0.0257	0.027	-0.0682
Si	0.066	-0.0418	-0.0626
Si	-0.0376	0.0213	-0.0587
As	0.1994	-0.0781	-0.1746
Si	-0.039	-0.014	-0.0808
Si	0.0156	0.0075	-0.1522
O	-0.225	0.1372	0.0801
O	0.0108	-0.0217	0.041
O	0.0003	-0.001	0.0052
O	0.0025	-0.0021	0.0037
O	0.0003	0.0234	0.0369
O	0.0092	0.0453	0.0293
O	0.0007	0.0011	0.0037
O	0.001	-0.0006	0.0039
O	-0.0039	0.0123	0.0276
O	-0.0065	0.0114	0.0208
O	0.085	-0.1197	0.1466
O	0.0419	-0.0342	0.0599
O	-0.0078	-0.0344	0.0296
O	0.0221	-0.0079	0.0618
O	-0.0211	0.0137	0.1367
O	-0.0425	0.0344	0.0601
O	-0.0241	0.0198	-0.0227
O	-0.0218	0.0245	-0.0256
O	-0.0196	0.0264	-0.0266
O	0.0227	-0.0279	-0.0241
O	0.026	-0.0213	-0.0249
O	-0.0258	0.02	-0.0239
O	0.0257	-0.0202	-0.022
O	0.0196	-0.0288	-0.0273
Si	0.0003	0.0046	0.0265
Si	-0.0048	0.0027	0.0019
Si	-0.0016	0.0083	0.0047
Si	0.0048	-0.0097	0.0254
Si	-0.0172	0.0249	0.009
Si	-0.005	-0.0028	0.0127
Si	0.0008	0.0022	0.0184
Si	-0.0106	0.0116	0.0103
Si	-0.1201	-0.0066	-0.063
Si	-0.0011	-0.0055	-0.0035
Si	-0.0117	0.0004	0.0015
Si	0.0005	0.0033	0.0012
Si	-0.0023	-0.0142	-0.0228
Si	0.0133	-0.0147	0.0083
Si	-0.0081	0.0227	-0.0588
Si	0.0031	0.0081	-0.0041
Si	-0.0019	-0.0062	0.0006
Si	-0.0052	0.0026	0.0186
Si	-0.0416	-0.0196	-0.0505
Si	0.0009	-0.0016	-0.0015
Si	0.0007	0.002	-0.005
Si	0.0157	-0.0116	-0.0026
Si	-0.0068	0.0067	-0.0123
Si	0.0167	0.0275	-0.043
Si	-0.0046	0.0121	-0.0005
Si	0.0001	-0.0004	-0.0098
Si	-0.0075	0.0026	0.0183
Si	-0.0099	-0.0014	0.0138
Si	0.0014	0.01	0.0233
Si	0.0024	-0.0023	-0.0003
Si	0.0074	-0.0015	0.0017
Si	-0.0063	0.0035	-0.0032
Si	0.0117	-0.009	0.0011
Si	0.0006	0.0004	0.0062
Si	0.0007	0.0071	0.0004
Si	0.0008	0.0016	0.0181
Si	0.0035	-0.0049	0.0128
O	-0.0078	-0.0269	-0.0004
O	0.0002	0.0015	0.0021
O	-0.0144	-0.0124	0.0079
O	0.006	-0.0069	0.0093
O	0.0017	0.0042	-0.0021
O	0.0116	-0.0023	-0.0091
O	-0.0002	0.0043	0.0075
O	-0.0091	-0.0001	-0.0003
O	0.001	0.0001	-0.0003
O	-0.0014	-0.0024	-0.0004
O	0.0201	-0.0098	-0.014
O	0.0072	-0.009	0.0034
O	0.009	0.0106	-0.0005
O	-0.0051	0.0038	0.0082
O	0.0025	0.0026	-0.0077
O	-0.0055	0.0043	-0.0187
O	0.0011	-0.0015	0.0039
O	0.0002	0.0021	-0.0039
O	-0.0023	0.0017	-0.0079
O	-0.0012	-0.0028	0.0059
O	0.0093	0.0005	0.0052
O	0.0051	0.0029	-0.0017
O	-0.0108	-0.0049	-0.0001
O	0.0033	0.0045	0.0072
O	0.0019	0.0024	0.0071
O	0.0014	0.0034	-0.0008
O	0.0091	-0.0122	0.0022
O	-0.0021	0.0016	-0.0044
O	-0.0099	0.0053	-0.0106
O	-0.0009	0.0017	0.0047
O	0.001	-0.0104	0.0007
O	0.002	-0.0017	0.0094
O	0.0035	0.0001	-0.0123
O	0.0583	0.0375	0.0073
O	-0.0218	-0.0033	0.0071
O	-0.0015	-0.0051	0.012
O	0.0002	0.0061	-0.0179
O	-0.0021	-0.0059	0.0054
O	-0.0018	-0.0143	-0.0079
O	-0.0025	-0.0044	-0.0028
O	-0.0107	0.0165	0.0254
O	-0.0079	0.0261	0.0007
O	0.0067	-0.0156	0.0139
O	0.0007	-0.001	-0.0017
O	-0.0004	-0.0032	-0.0035
O	-0.0035	-0.0024	-0.0103
O	0.0101	-0.0065	0.0014
O	-0.0012	0.003	0.0012
O	-0.0087	0.0072	-0.0065
O	0.0057	0.0104	-0.0033
O	0.021	0.0109	-0.0155
O	0.0111	-0.0071	0.0317
O	-0.0024	0.0003	0.0043
O	-0.0005	0.0064	-0.0098
O	0.0238	-0.0052	0.004
O	-0.0115	-0.021	-0.0144
O	-0.0047	-0.002	-0.0063
O	-0.0056	0.001	-0.0139
O	-0.0036	-0.0003	-0.0015
O	-0.0043	0.0055	-0.0024
O	-0.0017	0.0255	-0.0275
O	0.0006	-0.0032	0.0029
O	-0.008	-0.0162	-0.0319
O	0.0298	-0.0177	0.0385
O	-0.0107	0.0026	-0.0013
O	0.0056	0.0011	-0.0059

The program warned: the cutoff lies below the one the program advises for these potential files; the exchange-correlation potential is rough where the density is thin.
